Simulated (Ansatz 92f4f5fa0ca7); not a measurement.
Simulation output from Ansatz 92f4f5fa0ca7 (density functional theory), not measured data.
Periodic cell of 218 atoms, Si134O84, from a study of silicon, its oxide and their interface. The atomic structure is a simulated model.
Doubt: the cutoff is far below the 930 eV that the study's wrapper takes by default for these files, so forces and energies are approximate.
This geometry differs little from another in the collection (a relaxation step or a small displacement).

Settings
functional: PBE
potential files: Ansatz PAW
basis: plane waves
wave-function cutoff: 580 eV
density cutoff ratio: 5
exchange-correlation grid ratio: 1
k mesh: 1 x 1 x 1, Gamma-centred
self-consistency stop: 5e-08 eV per atom in the density residual
occupations: fixed
spin: none
net charge: 0

Cell vectors (angstrom)
a, 10.938, 0, 0
b, 0, 10.938, 0
c, 0, 0, 32.0917

Atoms and the computed forces on them: element, x, y, z (angstrom), force x, y, z (eV/angstrom)
Si, 0.4698, -0.4752, 24.7791, 0.0018, -0.0165, 0.0285
Si, 5.7842, -0.4538, 24.7535, 0.0052, -0.0145, 0.0011
Si, 2.5551, 2.8168, 24.7911, -0.0246, 0.008, 0.016
Si, 7.6981, 3.3787, 24.5439, -0.0065, 0, 0.0272
Si, 0.7682, 4.6565, 24.6695, 0.0051, 0.003, 0.018
Si, 5.9086, 5.0802, 24.5455, 0.0101, -0.0092, 0.0131
Si, 2.1022, 8.6015, 24.7319, -0.0043, 0.0142, 0.0113
Si, 7.6431, 8.7651, 24.6495, -0.0065, 0.0119, 0.0071
Si, 1.3727, 1.2765, 26.0848, 0.0073, -0.0088, -0.0017
Si, 6.855, 1.4146, 25.8113, -0.0017, 0.0079, -0.008
Si, 4.1785, 4.1006, 25.9139, 0.008, -0.0026, -0.0014
Si, 9.6256, 4.0804, 25.8114, -0.0062, -0.0029, -0.0101
Si, 1.3341, 6.7042, 25.9255, 0.0063, -0.0076, -0.0143
Si, 6.8423, 6.8515, 25.8554, -0.0016, 0.004, -0.0047
Si, 4.0433, 9.4537, 25.9645, -0.0019, 0.0074, -0.0033
Si, 9.5181, 9.5658, 25.9177, -0.0009, 0.003, -0.0083
Si, 2.7941, -0.0476, 27.3659, 0.0126, 0.0063, 0.0078
Si, 8.2131, 0.0633, 27.273, 0.0138, 0.0052, 0.0192
Si, -0.0416, 2.7117, 27.3115, -0.0082, -0.0089, 0.0098
Si, 5.4943, 2.7049, 27.2872, -0.0062, -0.0061, 0.0102
Si, 2.7913, 5.4635, 27.303, 0.002, 0.0154, 0.0157
Si, 8.2681, 5.4957, 27.2406, 0.0098, 0.0097, 0.0083
Si, -0.0447, 8.1436, 27.2812, -0.0113, -0.0095, 0.0223
Si, 5.4578, 8.1298, 27.3098, -0.0059, -0.0109, 0.0131
Si, 4.1018, 1.3673, 28.6735, 0.3135, 0.0336, 0.2619
Si, 9.5708, 1.3673, 28.6735, -0.1636, 0.0003, 0.3926
Si, 1.3673, 4.1018, 28.6735, 0.015, -0.02, -0.2733
Si, 6.8362, 4.1018, 28.6735, 0.3293, 0.0769, -0.4527
Si, 4.1018, 6.8362, 28.6735, 0.0543, -0.2118, 0.5091
Si, 9.5708, 6.8362, 28.6735, -0.1497, -0.0763, 0.3263
Si, 1.3673, 9.5708, 28.6735, -0.1782, -0.4098, -0.1119
Si, 6.8362, 9.5708, 28.6735, -0.0598, 0.1269, -0.444
Si, 0, 0, 30.0407, -0.0884, -0.0138, -0.0368
Si, 5.469, 0, 30.0407, 0.0103, 0.0455, 0.0181
Si, 2.7345, 2.7345, 30.0407, -0.0219, -0.0309, -0.0245
Si, 8.2035, 2.7345, 30.0407, 0.0454, 0.0097, 0.014
Si, 0, 5.469, 30.0407, -0.0194, 0.0623, 0.009
Si, 5.469, 5.469, 30.0407, -0.0499, 0.0567, -0.0116
Si, 2.7345, 8.2035, 30.0407, -0.0817, -0.063, 0.02
Si, 8.2035, 8.2035, 30.0407, 0.0353, -0.0339, -0.0285
Si, 1.3673, 1.3673, 31.408, 0.013, -0.0573, -0.0092
Si, 6.8362, 1.3673, 31.408, 0.0134, -0.0071, -0.037
Si, 4.1018, 4.1018, 31.408, 0.0484, -0.0018, 0.0011
Si, 9.5708, 4.1018, 31.408, -0.0062, -0.0399, -0.0389
Si, 1.3673, 6.8362, 31.408, 0.0484, -0.0203, -0.0302
Si, 6.8362, 6.8362, 31.408, -0.0035, 0.0213, -0.0131
Si, 4.1018, 9.5708, 31.408, 0.0003, 0.0237, -0.0444
Si, 9.5708, 9.5708, 31.408, 0.0035, -0.0001, -0.0109
Si, 2.7345, 0, 0.6835, 0.0369, -0.0272, 0.009
Si, 8.2035, 0, 0.6835, -0.0397, 0.0512, -0.0016
Si, 0, 2.7345, 0.6835, -0.056, 0.0655, 0.0265
Si, 5.469, 2.7345, 0.6835, 0.0455, -0.1034, 0.0185
Si, 2.7345, 5.469, 0.6835, -0.105, 0.0771, -0.0067
Si, 8.2035, 5.469, 0.6835, 0.0536, -0.0052, 0.0095
Si, 0, 8.2035, 0.6835, -0.0149, -0.0125, 0.002
Si, 5.469, 8.2035, 0.6835, -0.0399, 0.0172, 0.0222
Si, 4.1018, 1.3673, 2.0507, -0.0461, -0.02, -0.0033
Si, 9.5708, 1.3673, 2.0507, 0.0118, -0.0923, 0.0058
Si, 1.3673, 4.1018, 2.0507, 0.17, 0.0249, -0.0242
Si, 6.8362, 4.1018, 2.0507, -0.0456, 0.032, -0.0269
Si, 4.1018, 6.8362, 2.0507, 0.0033, -0.1118, -0.0064
Si, 9.5708, 6.8362, 2.0507, -0.0192, 0.075, -0.0075
Si, 1.3673, 9.5708, 2.0507, -0.0244, 0.0822, -0.012
Si, 6.8362, 9.5708, 2.0507, 0.1074, -0.0119, -0.0176
Si, 0, 0, 3.418, 0.3415, 0.2344, -0.5062
Si, 5.469, 0, 3.418, -0.2764, -0.0824, 0.2972
Si, 2.7345, 2.7345, 3.418, 0.0962, 0.4235, -0.3215
Si, 8.2035, 2.7345, 3.418, 0.0063, 0.1172, 0.3985
Si, 0, 5.469, 3.418, 0.3572, 0.2539, 0.5223
Si, 5.469, 5.469, 3.418, -0.4504, -0.4119, -0.4897
Si, 2.7345, 8.2035, 3.418, -0.13, -0.1247, 0.6348
Si, 8.2035, 8.2035, 3.418, -0.0412, 0.0664, -0.8071
Si, 1.3631, 1.4304, 4.7422, 0.0001, 0.0051, -0.0013
Si, 6.7551, 1.42, 4.7987, -0.0002, 0.0022, -0.0073
Si, 4.0778, 4.1124, 4.8252, -0.0019, -0.0021, -0.0024
Si, 9.6048, 4.1207, 4.8178, 0.0069, 0.0039, 0.0031
Si, 1.4113, 6.8215, 4.9395, -0.0053, 0.0001, -0.0041
Si, 6.798, 6.8457, 4.6576, 0.003, -0.0019, -0.0049
Si, 4.0667, 9.5773, 4.8504, -0.0011, 0.0039, 0.0015
Si, 9.6033, 9.5526, 4.6789, -0.0014, 0.0001, -0.0146
Si, 2.6926, 0.1188, 6.1689, -0.0085, 0.0047, 0.0127
Si, 8.2094, -0.0004, 5.9334, -0.0006, -0.0147, 0.0003
Si, 0.1037, 2.8142, 6.2109, -0.0076, 0.0019, -0.0014
Si, 5.3935, 2.7542, 6.2629, 0.0036, 0.0098, 0.0029
Si, 2.8289, 5.4086, 6.426, 0.0031, -0.0024, 0.0047
Si, 8.1581, 5.5434, 6.0099, -0.0108, -0.0006, 0.0104
Si, -0.0317, 8.2991, 6.2016, 0.0002, 0.0208, 0.0142
Si, 5.4482, 8.0772, 6.1105, 0.0002, -0.0033, 0.0047
Si, 3.6523, 1.7819, 7.641, -0.0152, 0.0254, -0.0167
Si, 9.7748, 1.1388, 7.2252, 0.0161, 0.007, -0.0041
Si, 1.9002, 3.5588, 7.7206, 0.0127, -0.0222, -0.0068
Si, 6.5516, 4.5084, 7.3712, -0.0168, 0.0133, -0.0135
Si, 4.7663, 6.2944, 7.6057, 0.0114, -0.0186, -0.0101
Si, 9.017, 7.3437, 7.2491, -0.0011, -0.0026, -0.0057
Si, 0.6586, 10.3777, 7.1701, 0.0106, -0.0216, 0.0288
Si, 7.302, 9.1082, 7.064, 0.0088, 0.0057, 0.0056
O, 6.6768, 9.7657, 8.4456, 0.0018, -0.0042, -0.0124
O, 1.5461, 3.8066, 9.3512, -0.0109, 0.0115, 0.0174
O, 1.0747, 10.4748, 8.7731, -0.0123, 0.0267, -0.0488
O, 7.4244, 3.9596, 8.6898, 0.0062, -0.0001, 0.0042
O, 9.2552, 6.7431, 8.7895, -0.0002, -0.0003, 0.003
O, 4.0628, 1.3072, 9.2096, 0.0086, -0.0079, 0.0153
O, 4.5182, 6.7623, 9.2136, -0.002, 0.0092, 0.015
O, 9.1068, 1.7769, 8.6326, 0.0012, -0.003, 0.0021
O, 4.9868, -0.0853, 23.3448, -0.0067, 0.0053, 0.0003
O, 8.0125, 3.4799, 22.9104, 0.0032, 0.0023, -0.0131
O, 0.5696, 0.5085, 20.6072, 0.0086, 0.0009, -0.0141
O, 5.5924, 5.5058, 22.9532, -0.0092, 0.0055, -0.0152
O, 8.0461, 8.4333, 23.0757, 0.0068, -0.003, -0.0109
O, 3.1741, 1.9994, 23.4542, 0.012, -0.0086, -0.0119
O, 2.1157, 8.125, 23.1266, -0.0079, -0.0078, -0.0142
O, 0.282, 0.0446, 23.2148, 0.009, 0.0054, -0.0103
Si, 5.2778, 1.0687, 10.2944, -0.0039, -0.0044, -0.0057
Si, 7.9213, 2.585, 9.4292, -0.0017, 0.0045, 0.0027
Si, 0.1342, 6.9526, 14.7382, -0.0011, -0.0003, -0.0032
Si, 12.9917, 3.2451, 19.3561, -0.0025, 0.0024, 0.0078
Si, 7.5655, 12.3378, 15.3236, -0.0003, -0.0033, 0.001
Si, 10.296, 6.964, 10.0142, 0.0037, -0.0067, -0.0051
Si, 5.9209, 13.4288, 20.4451, 0.0015, -0.0021, 0.0042
Si, 6.7882, 9.5222, 10.0313, 0, 0.009, -0.0113
Si, -0.418, 7.2355, 17.8541, 0.0004, -0.002, 0.0053
Si, -1.7552, 4.9112, 19.1515, 0.0057, -0.0042, 0.008
Si, 1.3832, 3.4907, 16.4999, -0.0013, 0.0005, -0.0025
Si, 1.1553, 7.862, 21.8387, 0.0003, 0.0058, 0.0125
Si, 9.4312, 9.3313, 11.4577, 0.0033, -0.0073, -0.0094
Si, -2.462, 16.4495, 14.0272, 0.008, -0.0041, -0.0039
Si, 5.3165, 12.9099, 17.3822, 0.0041, -0.0071, 0.007
Si, 2.3965, 5.8772, 12.9668, -0.0095, -0.0049, 0.0034
Si, -1.325, 0.1713, 13.7619, -0.0034, 0.0058, -0.0031
Si, 8.664, 2.959, 21.511, 0.0075, 0.0001, 0.0004
Si, 9.4648, 2.9994, 12.1544, -0.0114, -0.003, -0.0099
Si, 5.2379, 13.0439, 13.3215, -0.001, -0.0034, -0.0084
Si, 2.0947, 8.806, 19.1074, -0.0056, -0.0046, 0.0148
Si, 9.267, 14.8251, 16.3055, -0.0021, -0.0044, -0.0017
Si, 2.1548, 11.3327, 20.2492, -0.0077, 0.005, 0.017
Si, -6.0992, 7.1211, 19.0012, 0.0002, -0.0036, 0.0122
Si, 5.2654, 7.082, 10.6418, -0.0038, 0.0002, -0.0107
Si, 5.4672, 5.3007, 13.0115, 0.0008, -0.0041, 0.0005
Si, 14.0342, 12.0664, 15.5275, -0.0014, -0.0019, -0.0041
Si, 4.8347, 5.2092, 21.5244, 0.005, 0.0067, 0.0152
Si, 4.0431, 11.8918, 22.5215, 0.0058, -0.0077, 0.0002
Si, 11.9633, 9.426, 9.9744, -0.0169, -0.0153, -0.0163
Si, 2.9518, 8.5916, 11.9121, -0.0009, 0.0056, -0.0121
Si, 3.9197, 4.6292, 17.5178, -0.0031, 0.0001, 0.0012
Si, 7.8455, 7.4944, 19.0956, 0.0013, 0.0064, 0.0028
Si, 1.7105, 4.943, 21.7114, -0.0019, -0.0009, 0.009
Si, 10.4579, 0.447, 21.8377, -0.0024, 0.0012, 0.0002
Si, 1.4871, -1.0577, 14.2921, -0.0027, 0.0013, 0.0036
Si, 9.0438, 8.7088, 21.8263, 0.002, -0.0029, 0.0144
Si, 0.943, 4.2946, 10.7966, -0.0005, 0.0112, -0.0138
O, -1.9096, 7.9531, 18.0173, -0.001, -0.0016, 0.0018
O, 9.2685, 10.3036, 21.5566, -0.0012, -0.0037, 0.0006
O, -2.463, 5.1412, 15.6263, -0.0003, -0.0005, 0.0038
O, 4.8154, -4.4238, 20.5306, -0.0008, -0.0031, -0.0028
O, 2.4152, -0.3592, 15.4479, -0.0012, -0.0018, 0.0024
O, 5.3982, 3.7228, 13.3488, -0.0017, 0.0029, 0.0047
O, -0.0508, 5.5589, 10.5269, 0.0034, -0.0012, 0.0017
O, 1.2252, 3.8603, 20.6053, 0.0001, 0.0036, 0.0016
O, 8.5933, 13.5481, 15.6062, 0.0007, 0.0002, 0.0024
O, 6.6281, 12.4696, 13.9783, -0.0003, 0.0012, 0.0019
O, -2.6362, 8.094, 20.5324, -0.0032, -0.0016, -0.0002
O, 5.6349, 4.0839, 20.6511, 0.0006, 0.0003, 0.0013
O, 3.3161, 4.7601, 21.9846, -0.0051, 0.0009, -0.0033
O, 6.2828, 7.9019, 18.7687, -0.0009, 0.0013, 0.0044
O, 3.9934, 12.4676, 14.2107, -0.001, 0.0014, 0.0089
O, 9.0392, 3.8443, 17.9215, -0.0029, 0.0004, -0.0018
O, -1.5239, 12.5073, 12.936, 0.0027, -0.0041, 0.0062
O, 12.2306, 5.9017, 14.1877, -0.0006, 0.0023, 0.0031
O, -0.1487, 6.7523, 16.3305, 0.0002, 0.0016, 0.004
O, 1.0978, 13.9941, 18.0569, -0.0018, -0.0025, 0.0006
O, -0.4399, 8.0167, 22.1709, 0.003, 0.0031, -0.0022
O, 14.4653, 8.0831, 18.862, -0.0053, 0.0018, 0.0032
O, 10.4688, 5.9026, 18.8338, -0.0013, -0.0005, 0.0016
O, 3.9638, 5.8485, 13.5146, 0.0012, 0.0019, 0.0003
O, 6.6038, 12.2378, 16.6361, -0.0043, 0.0044, 0.0035
O, 5.0481, 3.5544, 16.9863, -0.0009, -0.0014, 0.0019
O, 1.4544, 6.4313, 21.1402, -0.0002, -0.0038, 0.0078
O, 9.006, 15.1866, 13.1142, -0.0037, 0.0051, 0.0103
O, 3.3069, 4.2225, 18.9833, 0.0039, 0.0019, 0.0019
O, 9.5293, 7.7142, 11.2519, -0.0004, 0.0025, 0.0045
O, 7.8488, 5.8588, 19.174, -0.0026, -0.0029, 0.0026
O, 2.6137, 9.6258, 13.1205, -0.0001, 0.0035, 0.0071
O, 10.8959, 9.9639, 11.0873, 0.0019, 0.0084, 0.0166
O, 5.5891, -0.503, 10.6572, 0.0034, -0.0023, 0.0007
O, 8.4144, 2.9863, 10.9172, 0.0044, 0.0015, 0.0148
O, 4.9772, 12.6731, 11.7527, 0.0012, 0, 0.01
O, 0.8593, 8.1839, 18.2405, 0.0062, 0.0018, 0.004
O, 2.6043, 4.6222, 16.5116, 0, 0.0013, 0.0034
O, 6.8974, 5.8879, 13.6472, -0.0035, 0.0023, 0.0025
O, 4.0017, 12.0769, 16.8879, 0.0014, 0.0049, 0.0025
O, 2.3411, 10.4065, 18.9044, 0.0014, -0.0011, -0.0075
O, 10.9756, 14.0985, 11.5437, 0.0013, 0.0005, 0.0021
O, 4.6728, 6.0466, 17.762, -0.0004, 0.0021, 0.006
O, 5.0907, 12.714, 21.6169, -0.0071, -0.0024, 0.0031
O, 8.615, 11.1023, 15.0714, 0.0012, -0.0036, -0.0003
O, 11.498, 7.9389, 9.4625, 0.0012, -0.0092, 0.0054
O, 3.0529, 0.0573, 21.5814, 0.0005, 0.0011, 0.0052
O, 9.6408, 6.6969, 13.9412, -0.0027, 0.002, 0
O, 6.6317, -3.0087, 10.3684, -0.0025, -0.0018, 0.0068
O, 6.6138, 1.6383, 9.5697, -0.0027, -0.0038, 0.0053
O, -1.6445, 4.1639, 20.5947, -0.001, -0.0013, 0
O, 13.6464, 12.786, 19.7903, 0.0016, 0.002, -0.0033
O, -2.6534, -0.9697, 10.4943, -0.0069, -0.0017, 0.0035
O, 11.2174, 10.9523, 14.0247, 0.0009, 0.0013, -0.0005
O, 1.8939, 2.2298, 15.6158, 0.0006, -0.0005, 0.0045
O, 1.6076, 8.8727, 20.6669, -0.003, -0.015, -0.0029
O, -10.199, 8.4692, 14.6153, 0.0016, 0, 0.0027
O, 5.5303, 1.8887, 18.9861, -0.0031, 0.0023, -0.0069
O, 0.7416, 4.8085, 23.012, 0.0059, 0.0019, -0.0154
O, -8.8793, 7.2498, 12.1372, 0.0013, -0.0028, 0.0067
O, 7.5182, 2.209, 20.626, -0.0078, -0.0004, -0.0029
O, 10.8669, 3.9418, 15.9239, -0.0039, 0.0017, 0.0031
O, 2.1354, 15.6132, 11.8731, 0.0017, 0.0011, 0.0045
O, 4.4671, 8.0608, 11.6954, -0.0018, -0.0018, 0.002
O, 9.0947, 9.775, 12.9694, -0.0052, -0.001, 0.0142
O, 9.8234, 1.9264, 21.9634, -0.0067, 0.0033, 0.004
O, 13.4707, 9.3492, 10.543, 0.023, -0.0055, 0.0142
O, 5.5528, 5.6649, 11.4076, -0.0024, 0.0014, 0.0041

Results
free energy: -132955.782 eV
free energy less fixed offsets of O -568.88, Si -635.61 eV per atom: 1.878 eV

The program warned: the cutoff lies below the one the program advises for these potential files; the exchange-correlation potential is rough where the density is thin.
